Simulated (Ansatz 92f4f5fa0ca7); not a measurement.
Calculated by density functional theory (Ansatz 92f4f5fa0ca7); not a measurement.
Periodic cell of 150 atoms, Si88O58N4, from a study of silicon, its oxide and their interface. The atomic structure is a simulated model.

Settings
functional: r2SCAN
potential files: Ansatz norm-conserving
basis: plane waves
wave-function cutoff: 1300 eV
density cutoff ratio: 4
exchange-correlation grid ratio: 1
k mesh: 2 x 2 x 1, shifted by 0.5 0.5 0.5 of a step
self-consistency stop: 5e-08 eV per atom in the density residual
occupations: Fermi-Dirac, 0.05 eV
spin: none
net charge: 0

Cell vectors (angstrom)
a	10.9176	-0.0709	0.0493
b	-0.0709	10.9694	0.0243
c	0.0973	0.048	21.5606

Atoms and the computed forces on them: element, x, y, z (angstrom), force x, y, z (eV/angstrom)
Si	-0.0787	-0.1142	0.0714	-1.9213	-0.1674	-1.3402
Si	2.8373	2.4849	-0.1059	0.0892	-0.8668	-0.5209
Si	-0.2597	6.2628	-0.0726	0.9566	-0.5897	-1.1148
Si	3.0092	7.8471	0.2113	-0.668	0.8628	-1.6721
Si	4.908	-0.057	-0.2163	-0.8396	0.2299	-0.358
Si	8.5074	1.9909	-0.3324	-1.6955	1.7652	0.9289
Si	4.5361	6.1112	-0.1486	0.7605	-0.5096	-0.5099
Si	8.7643	7.6822	-0.0072	0.0947	-0.1184	1.3031
Si	1.4046	1.1432	1.2336	1.0151	0.1791	1.1289
Si	3.8341	4.2407	1.0111	0.0135	0.6397	0.8059
Si	1.234	7.0068	1.5454	0.5946	-0.837	0.0682
Si	3.922	9.5241	1.5085	0.5365	-0.1899	-0.7107
Si	6.7988	1.0633	1.0665	0.7665	-1.4912	-0.5411
Si	9.1929	3.9221	1.0537	0.4454	-2.4777	-0.1639
Si	6.7208	6.7003	0.9815	0.2046	0.0688	0.3231
Si	9.5259	9.3622	1.5243	0.1757	-0.4451	0.2058
Si	0.263	2.371	2.9764	-1.1025	0.8551	-1.515
Si	2.5835	-0.2017	2.7602	-0.1497	0.3135	0.2304
Si	-0.0395	8.252	2.9936	-0.8302	-0.2071	0.0243
Si	2.595	5.4236	2.7273	0.7584	0.9318	-0.4191
Si	5.8176	2.4764	2.6553	-1.267	-0.295	0.2473
Si	8.0862	-0.321	2.6452	-0.6739	0.8442	0.3439
Si	5.4977	8.1365	2.4854	-0.1518	-0.1132	1.4067
Si	8.1244	5.2782	2.6031	-1.2883	0.7136	-0.5456
Si	1.4279	4.1238	4.1248	-0.3143	-1.3839	1.3463
Si	4.0248	1.2445	3.9316	0.8744	0.0859	0.4725
Si	1.146	9.6629	4.4025	0.9779	-0.0067	-0.1812
Si	4.0075	6.9743	4.1401	0.1016	-0.435	-0.4781
Si	6.7109	4.1237	4.0452	1.0552	-0.5968	1.25
Si	9.3604	1.1526	4.1147	0.6242	0.15	0.4207
Si	6.6033	9.4141	4.1669	0.6134	0.4488	-0.0895
Si	9.3586	6.5843	4.0993	0.8937	1.614	-0.1395
Si	-0.1162	0.0995	5.6532	-0.3961	-0.59	-0.2497
Si	2.8636	2.6208	5.4784	-0.549	1.6768	-0.695
Si	-0.0075	5.5951	5.3999	0.4046	-0.5448	0.614
Si	2.7006	8.4104	5.727	-0.4448	-0.4695	-0.1979
Si	5.3398	-0.0111	5.5372	-0.2361	-0.6533	-0.5227
Si	8.1681	2.7402	5.5035	-0.2934	0.6047	-1.0066
Si	5.3903	5.5449	5.5122	0.4785	0.49	-0.7046
Si	8.1637	8.1528	5.4694	-0.7398	0.0394	0.4735
Si	1.3167	1.5365	6.8204	0.0274	-0.2341	0.7239
Si	4.085	4.2024	6.7913	-0.4059	-0.9126	1.0098
Si	1.2273	7.0067	7.0645	0.8032	0.5578	-0.9952
Si	4.0116	9.711	7.2721	-0.1531	-0.0131	-0.0607
Si	6.7342	1.3838	6.7471	-0.054	-0.1346	0.1849
Si	9.5747	4.1718	6.7842	-0.5084	0.1825	-1.0781
Si	6.7373	6.9688	6.9848	1.0207	-0.4835	-0.8716
Si	9.4255	9.4837	7.0787	0.858	-0.1867	-1.266
Si	-0.0693	3.0203	8.0888	-0.0695	-0.3135	-0.0129
Si	2.5692	0.3818	8.5103	-0.4666	-0.5916	-0.4522
Si	-0.2287	8.2226	8.545	0.133	-0.5705	1.0963
Si	2.8013	5.7061	8.2673	0.1333	-1.1329	-0.1291
Si	5.4343	2.7209	8.2191	-0.5737	1.2888	-0.3737
Si	8.2418	0.1358	8.003	-1.3813	0.7588	0.6114
Si	5.5473	8.172	8.5609	-0.1533	1.1297	0.1607
Si	8.2635	5.4935	8.1352	-0.3795	0.0764	1.1917
Si	1.3201	4.2638	9.382	1.5738	0.8016	2.0368
Si	3.7296	2.0463	9.6904	-2.034	0.5819	0.9198
Si	0.6217	10.796	9.9854	-0.7716	0.4987	-0.1078
Si	4.523	6.47	9.8627	0.7151	-0.3682	-0.1499
Si	6.7744	4.2076	9.4006	-0.2651	0.4347	-1.7952
Si	9.167	1.8952	9.3417	0.9867	-1.0887	-0.1144
Si	7.028	9.8352	9.5874	-0.2559	0.2511	-0.7756
Si	9.908	6.245	9.9589	0.8787	1.1675	0.5234
Si	-2.2467	-0.7863	14.3083	0.9103	-0.1651	-0.1506
Si	5.5859	0.6834	11.6059	-0.0488	1.2242	0.6612
Si	1.0437	5.4866	12.317	-1.0113	1.6995	-0.4316
Si	-1.058	11.1261	16.9593	1.4082	0.7066	0.7909
Si	9.3366	2.3029	13.8654	1.6818	-0.0708	0.2413
Si	7.7027	2.9567	11.7836	1.5578	-0.4054	1.4981
Si	10.2701	5.8316	14.777	-0.0474	1.5649	-0.8981
Si	-2.4675	8.4726	11.8115	1.5202	-1.5253	1.577
Si	5.8003	14.9029	16.7385	0.1895	0.271	-0.9654
Si	-2.9974	4.3239	14.2924	-0.7655	1.5264	1.9558
Si	3.1993	8.0094	12.4621	0.2117	0.3479	-0.5822
Si	12.6845	10.6163	12.8652	1.3493	-0.4746	1.462
Si	1.6562	2.7218	13.7327	-1.6688	0.6884	-0.6443
Si	-5.0066	9.1231	13.2623	-0.4023	0.3733	0.0445
Si	4.2819	-4.7018	18.2938	-0.5539	-1.1247	0.6286
Si	0.9189	6.4986	18.6106	1.5283	0.9267	1.6141
Si	2.0309	11.2318	17.4648	0.1931	0.2872	0.5638
Si	1.9008	2.8732	18.6878	-0.1914	0.7803	-0.5283
Si	-0.2648	4.8721	17.5906	0.4675	-1.2576	-0.6922
Si	0.2485	8.3928	13.5699	0.4302	0.0964	0.5217
Si	3.3682	2.5814	16.174	0.3901	-0.7776	2.2106
Si	10.3607	-1.9203	19.2955	-0.4601	1.3442	0.2461
Si	3.8118	9.1169	19.027	1.2485	-2.0939	1.4575
Si	8.4522	2.7999	18.0932	-1.1355	1.1417	0.7433
O	-1.6593	-0.7927	15.8341	-0.2578	-0.3264	-0.3655
O	-1.6694	1.7081	17.1958	0.2826	-1.3079	-0.153
O	2.1433	3.3423	20.2117	0.7053	-0.7879	0.4497
O	0.5668	3.536	18.0397	0.2779	-0.1719	0.4189
O	5.0457	5.2349	17.3282	-0.0859	-0.0648	0.0511
O	2.1518	12.1767	13.42	-0.0689	0.2642	-0.3818
O	3.9491	12.2996	-0.5194	-0.7183	0.6619	0.1614
O	5.1835	3.4945	1.5496	-0.2188	0.3954	-0.2208
O	4.8941	-0.9569	19.9261	1.0465	1.1719	0.4545
O	9.0477	-2.5797	20.0552	0.4243	0.9243	-1.6337
O	8.1914	2.5466	19.7268	0.9036	-0.169	-1.3951
O	9.7103	0.9771	-0.4524	2.148	-1.7949	0.1096
O	-4.0206	3.1559	17.5889	0.2584	-0.0418	0.095
O	-0.9311	4.8465	21.3653	0.9162	1.465	-0.75
O	3.1113	3.2364	17.6732	-0.4751	0.2281	-0.2947
O	10.4638	3.1459	1.7476	-0.2943	0.3498	0.677
N	0.5065	5.3915	10.6477	-0.615	-0.6949	-1.7601
O	2.4322	3.1563	10.0711	0.8241	-0.5504	-0.6007
O	4.6145	-2.8435	13.4754	-0.0383	0.5839	0.1082
O	4.1891	1.5169	11.2129	1.3015	-0.6126	-0.3464
O	9.1577	13.432	12.2826	-1.3034	0.6262	-0.6772
O	4.8566	13.7804	16.0264	-0.2845	0.2573	-0.002
O	3.9408	7.0939	11.2462	-0.9616	0.6498	0.6635
O	2.8721	9.6421	12.1555	0.3872	-1.2647	0.7433
O	5.718	5.2818	10.2052	-0.3325	0.0115	-0.3255
O	10.7355	7.3931	14.8632	0.3192	-0.261	0.383
N	7.9323	3.0573	10.0996	0.0999	-0.0174	1.0442
O	10.9097	5.1788	16.0822	0.4812	-0.8334	-0.3207
O	6.1016	10.9724	10.3104	-0.189	-0.213	-0.4405
O	8.2114	9.3149	10.5824	-0.0194	0.9893	-0.6457
O	11.2483	9.1095	9.8829	-0.2457	0.195	-1.2147
O	9.2108	7.0697	11.2429	-0.2843	-0.345	0.1176
O	1.8253	4.1577	12.8021	0.5869	-1.7053	0.2797
O	2.4204	3.1791	15.0554	0.296	0.3278	0.2149
O	6.6466	4.4091	15.3834	1.3096	-0.0112	-0.7866
O	-0.7033	11.819	9.9864	-0.2144	-0.0856	-0.3892
O	-4.2207	1.8339	12.1517	-1.4151	-0.6336	-0.4702
O	1.0709	9.7807	14.0427	-0.1878	-0.3714	-1.7674
O	0.9443	10.9941	11.5347	-1.0034	0.5229	-0.153
O	2.5925	-4.6684	18.1418	0.3329	-0.1007	-0.3481
O	8.929	-10.1921	14.1126	-0.3293	-0.7395	-0.2187
O	11.9504	6.1868	20.2889	-2.0532	0.1126	0.7348
O	5.3694	10.4578	12.6906	-0.1205	0.1826	0.0758
O	-4.0087	8.2616	12.344	0.6233	-0.6971	-0.8159
O	1.7388	12.2464	18.7516	-0.1807	-1.5118	-0.7206
O	-2.1662	-5.1944	14.7426	-1.0119	-1.7971	-0.7194
O	-0.3384	5.4636	13.1703	0.2297	-0.2391	1.401
N	1.6033	7.2594	12.7504	-0.1053	0.1091	0.0344
O	10.8925	13.4675	14.1487	0.1806	-0.1823	0.0913
N	9.51	8.9694	13.2181	-1.4882	0.7264	-0.9614
O	7.3304	4.2405	12.8202	0.2342	-0.7544	-1.685
O	-3.8115	-1.2826	14.3198	0.0259	0.1158	0.4004
O	0.4272	-1.083	20.3493	-0.685	0.2465	0.3003
O	0.6194	11.0896	16.6497	-1.2925	0.0923	0.8039
O	0.2476	-2.998	18.4291	0.2498	0.2705	-0.1413
O	2.8985	-2.4861	20.1348	0.107	-1.0661	1.4274
O	-1.797	4.3733	17.694	-0.4439	-1.1053	0.8244
O	4.6646	7.8126	18.2362	-1.1547	2.6104	0.5508
O	3.0349	11.9612	16.427	-0.1295	-0.1681	-0.2047
O	4.6977	5.7486	19.8091	-0.4502	0.3191	-0.1701
O	-1.1362	-0.5964	18.3395	0.1417	-1.394	0.8694
O	2.9325	-1.0246	18.0649	-1.3662	1.3081	-1.9265

Results
free energy: -38431.670 eV
free energy less fixed offsets of N -289.75, O -463.61, Si -117.95 eV per atom: -3.690 eV
pressure: -4.00 GPa
stress xx, yy, zz, yz, xz, xy (GPa, positive in tension): 4.54, 4.85, 2.62, 3, -0.58, -2.75
